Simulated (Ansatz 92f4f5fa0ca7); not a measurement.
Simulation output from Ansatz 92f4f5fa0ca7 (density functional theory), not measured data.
Periodic cell of 223 atoms, Si132O90B1, from a study of silicon, its oxide and their interface. The atomic structure is a simulated model.
Doubt: the cutoff is far below the 930 eV that the study's wrapper takes by default for these files, so forces and energies are approximate.

Settings
functional: PBE
potential files: Ansatz PAW
basis: plane waves
wave-function cutoff: 580 eV
density cutoff ratio: 5
exchange-correlation grid ratio: 1
k mesh: 1 x 1 x 1, Gamma-centred
self-consistency stop: 5e-08 eV per atom in the density residual
occupations: fixed
spin: none
net charge: -1 e, with a uniform compensating background and no finite-size correction

Cell vectors (angstrom)
a  10.938  0  0
b  0  10.938  0
c  0  0  32.1988

Atoms: element, x, y, z (angstrom)
Si  10.5854  0.1983  24.918
Si  5.7243  10.6817  24.7597
Si  2.4865  2.9106  24.659
Si  8.422  2.5005  24.8918
Si  0.2723  5.1664  24.7856
Si  5.1775  5.7544  24.7492
Si  2.9016  8.0018  24.6608
Si  7.9332  8.4321  24.7603
Si  1.338  1.3724  26.0562
Si  6.8273  1.3187  26.1374
Si  4.0469  4.1037  26.0128
Si  9.5929  4.1206  26.1582
Si  1.3354  6.8352  26.0757
Si  6.8209  6.8405  26.1014
Si  4.093  9.5375  26.0235
Si  9.4811  9.5094  26.203
Si  2.7073  -0.0287  27.3757
Si  8.1554  -0.0347  27.5518
Si  0.0172  2.7352  27.4914
Si  5.4541  2.7677  27.3941
Si  2.7086  5.465  27.4405
Si  8.3482  5.6335  27.5398
Si  -0.1755  8.02  27.556
Si  5.4533  8.2056  27.4571
Si  4.0759  1.3667  28.7472
Si  9.5785  1.3557  28.8499
Si  1.309  4.1715  28.8456
Si  6.8747  4.1533  28.7308
Si  4.0959  6.8199  28.8095
B  9.5557  6.8242  28.7824
Si  1.3139  9.5147  28.7265
Si  6.8364  9.4885  28.8884
Si  0.014  -0.0371  30.1575
Si  5.4537  -0.013  30.1417
Si  2.7105  2.7534  30.1366
Si  8.1915  2.76  30.1359
Si  -0.184  5.6318  29.9944
Si  5.4909  5.4588  30.1472
Si  2.7054  8.2054  30.1264
Si  8.3574  8.0237  30.0079
Si  1.3699  1.3607  31.5124
Si  6.8279  1.3734  31.4813
Si  4.1069  4.0948  31.5026
Si  9.5698  4.1554  31.4563
Si  1.2984  6.8354  31.43
Si  6.8961  6.8267  31.4768
Si  4.079  9.5672  31.5017
Si  9.5664  9.499  31.4619
Si  2.7388  -0.0033  0.6938
Si  8.2022  -0.0228  0.6118
Si  -0.0147  2.7621  0.6408
Si  5.4796  2.7275  0.6741
Si  2.7001  5.4993  0.6038
Si  8.2157  5.4531  0.6873
Si  0.0094  8.1855  0.6654
Si  5.4919  8.2009  0.6385
Si  4.1285  1.3627  2.0495
Si  9.5547  1.351  1.9957
Si  1.371  4.1388  1.9945
Si  6.8467  4.0832  2.0514
Si  4.0973  6.8294  1.9962
Si  9.5837  6.8344  2.0477
Si  1.3749  9.5422  2.04
Si  6.8344  9.595  2.0147
Si  -0.0221  -0.035  3.3519
Si  5.4996  0.008  3.4571
Si  2.7725  2.8016  3.3264
Si  8.1875  2.6765  3.4264
Si  0.0284  5.476  3.4183
Si  5.4639  5.4661  3.3748
Si  2.778  8.2003  3.4238
Si  8.2006  8.2323  3.3536
Si  1.3886  1.3938  4.6075
Si  6.8466  1.3456  4.8861
Si  4.1487  4.0863  4.7812
Si  9.5741  4.0759  4.7352
Si  1.4174  6.8304  4.7969
Si  6.8171  6.8852  4.7075
Si  4.1366  9.573  4.8203
Si  9.5519  9.5545  4.7688
Si  2.7444  0.1073  6.0383
Si  8.2064  -0.0598  6.2474
Si  0.0269  2.6752  6.0271
Si  5.4753  2.7273  6.2655
Si  2.8156  5.4789  6.1603
Si  8.1723  5.4759  6.0195
Si  0.0134  8.1898  6.1284
Si  5.5258  8.2241  6.2192
Si  3.8368  1.5738  7.5813
Si  9.8389  1.1395  7.4359
Si  1.6321  3.8021  7.2932
Si  6.6497  4.4136  7.4624
Si  4.4038  6.6337  7.5314
Si  9.3683  6.9467  7.3812
Si  1.1409  9.918  7.2768
Si  7.1612  9.229  7.6555
O  8.3107  8.0841  7.8893
O  2.7171  2.7365  7.9342
O  9.5167  1.3574  24.3968
O  4.0432  6.8638  24.2215
O  0.0299  0.0263  7.9414
O  5.5274  5.5114  8.0138
O  6.8442  9.5695  24.232
O  1.3691  4.0572  24.2061
O  3.8576  7.3846  8.9214
O  0.8182  4.375  8.588
O  9.8144  6.1695  8.7757
O  2.1132  9.3818  8.485
O  7.5034  3.9236  8.7897
O  4.2717  0.9282  9.0509
O  6.7412  9.5521  9.2155
O  9.2077  1.8577  8.7814
O  7.7431  3.1714  23.5539
O  10.5097  5.844  23.4656
O  5.0808  0.424  23.4119
O  5.8796  5.1072  23.406
O  3.1076  2.2151  23.2846
O  2.2593  8.7161  23.2909
O  8.6031  7.7349  23.4204
O  0.1947  10.3692  23.5885
Si  4.3999  1.5786  22.4876
Si  3.4903  7.9271  14.0298
Si  7.1184  0.9587  14.6637
Si  0.9259  9.3624  22.5564
Si  1.1757  4.3074  11.8723
Si  6.2643  8.965  15.3198
Si  0.6766  1.3651  12.2958
Si  8.6276  4.9513  20.5281
Si  0.3243  5.71  9.3475
Si  5.0999  3.122  17.9384
Si  0.8808  3.7408  16.7465
Si  10.3992  2.8386  19.2352
Si  5.279  1.1821  10.335
Si  0.8889  0.1709  19.8715
Si  6.6464  9.4581  10.8544
Si  9.3446  9.6782  18.3326
Si  9.3892  9.2462  12.5704
Si  6.5909  3.86  22.6317
Si  2.4387  8.0699  9.3693
Si  10.5908  7.3658  17.0812
Si  2.5124  6.2893  16.5791
Si  10.175  4.4911  14.1847
Si  6.1404  9.1878  18.5177
Si  7.9692  2.5718  9.5668
Si  8.8782  2.1445  12.4451
Si  5.3402  6.2456  18.0686
Si  3.9292  0.5637  19.4779
Si  4.2738  3.837  12.0419
Si  5.5444  6.6008  12.1325
Si  8.0131  2.4982  17.2248
Si  4.359  2.4798  14.9616
Si  1.5392  1.2102  15.2556
Si  1.5706  9.4105  12.0398
Si  8.0491  6.8508  13.867
Si  10.3809  9.8352  15.4892
Si  9.8028  7.0088  22.5788
Si  8.1126  5.4816  17.425
O  6.0466  7.9572  11.2824
O  6.0207  9.2081  16.8993
O  7.6804  1.3642  13.1929
O  0.8929  1.7464  13.8655
O  9.4332  6.2479  16.8938
O  6.7622  6.2015  13.1309
O  5.1316  4.6589  18.6078
O  9.2257  2.1452  18.2829
O  2.3719  0.0964  19.1066
O  9.42  10.2367  16.7735
O  2.7847  4.4347  11.7039
O  5.0702  10.3271  19.1122
O  9.4219  3.244  13.4867
O  0.4541  1.7602  19.9711
O  3.1531  1.3613  15.0617
O  8.1612  5.3783  19.0407
O  3.8952  6.597  17.3897
O  4.5775  3.2828  16.3811
O  9.0611  5.6673  14.3175
O  5.4729  2.7662  22.191
O  10.676  4.1451  15.6799
O  0.3353  3.8577  18.2819
O  10.4325  10.5059  19.2349
O  9.6413  10.0241  14.0305
O  10.8856  8.1338  22.119
O  1.1901  2.1578  16.5283
O  9.7284  3.7448  20.4211
O  8.1401  4.0295  16.6977
O  -0.0426  9.1022  11.9061
O  6.582  2.4127  18.0078
O  5.579  10.7142  11.1793
O  7.7529  9.5926  18.8462
O  10.0276  1.0219  12.0597
O  1.3095  6.9581  9.0619
O  0.619  4.7687  13.3411
O  5.7045  7.6256  18.983
O  5.2343  5.0846  11.5154
O  2.7151  6.9808  15.1161
O  0.9106  2.7404  11.4638
O  0.8634  10.6809  15.5443
O  2.4038  8.5884  10.9041
O  4.6934  2.43  11.2599
O  4.2489  3.5056  13.6718
O  2.1983  4.6802  16.493
O  10.698  8.2464  15.7004
O  6.9277  10.2909  14.6695
O  2.3423  8.9475  13.4207
O  8.0314  1.5232  15.9084
O  4.1312  6.9956  12.8551
O  4.1736  2.0116  18.7205
O  7.2968  4.4264  21.2933
O  8.4131  2.9226  11.0929
O  1.1822  6.8657  17.3596
O  5.6529  1.5746  14.7541
O  8.1288  9.7544  11.5868
O  9.2175  6.2822  21.2521
O  8.9587  7.7151  12.8569
O  1.6519  0.1176  11.8794
O  6.6506  6.1478  17.0713
O  7.3921  7.7995  15.0397
O  1.2195  10.2887  21.2512
O  10.0334  8.1983  18.3594
O  3.9722  0.8746  21.088
O  0.3297  5.3246  10.9151
O  6.6992  1.5696  9.6328
O  4.775  8.7057  14.6859

Results
free energy: -135250.479 eV
free energy less fixed offsets of B -154.04, O -568.88, Si -635.61 eV per atom: 3.281 eV

Forces (eV/angstrom), in the order of the atoms: element, x, y, z
Si  -0.0201  0.0724  0.3595
Si  0.1024  -0.095  0.2332
Si  -0.0935  0.0974  0.2675
Si  0.0291  -0.0264  0.3411
Si  0.0322  -0.0105  0.3596
Si  -0.0453  0.0382  0.3393
Si  0.018  -0.0335  0.3367
Si  -0.0165  0.0022  0.387
Si  -0.0138  0.0411  -0.0108
Si  0.0218  -0.0297  0.0175
Si  -0.0363  -0.0009  -0.0051
Si  -0.0078  -0.037  -0.1009
Si  -0.0042  0.0212  -0.067
Si  -0.0101  -0.0004  -0.0976
Si  0.0341  0.0012  -0.006
Si  -0.0088  0.0472  -0.0843
Si  -0.0046  0.0053  -0.0926
Si  -0.0251  0.0445  0.1228
Si  0.014  -0.0631  0.0964
Si  -0.0089  -0.0188  -0.0838
Si  0.0753  -0.0066  0.0462
Si  -0.0464  -0.0365  0.047
Si  0.0757  0.0469  0.0154
Si  -0.0599  -0.0162  0.0727
Si  0.0182  0.0052  0.0548
Si  -0.0287  -0.0102  -0.1662
Si  -0.0179  -0.0676  -0.1099
Si  0.0429  0.0238  0.0297
Si  -0.0058  0.0043  -0.0814
B  -0.0585  0.0318  -0.1559
Si  -0.0635  -0.0344  0.0281
Si  0.0942  0.0381  -0.1745
Si  0.0564  0.0044  0.0235
Si  -0.0766  0.0719  0.0892
Si  0.0176  -0.0284  0.0705
Si  -0.0383  -0.0152  0.0167
Si  0.0472  -0.0501  -0.0071
Si  -0.0191  -0.0285  0.0252
Si  0.0331  0.0395  0.0076
Si  -0.0048  -0.0019  0.0156
Si  0.0033  0.0032  0.015
Si  0.0056  0.0023  -0.0021
Si  -0.0038  -0.0055  -0.0038
Si  0.037  -0.0162  0.0092
Si  -0.001  -0.0338  -0.0213
Si  0.0009  0.0405  0.007
Si  0.0018  -0.0134  0.0252
Si  -0.0403  0.0073  -0.0128
Si  -0.0142  0.0087  0.0193
Si  -0.0034  0.0226  -0.0201
Si  0.0102  -0.0249  0.01
Si  -0.0032  -0.0011  0.0047
Si  0.0299  -0.0186  -0.0204
Si  -0.0335  -0.0141  0.0442
Si  0.0141  0.0305  0.0285
Si  -0.0112  0.0081  -0.0031
Si  0.0425  -0.0217  -0.0091
Si  -0.0004  0.0036  -0.0129
Si  -0.0311  0.0052  -0.0393
Si  0.0313  -0.0341  0.0128
Si  0.0096  0.0217  -0.0086
Si  0.0184  -0.0185  -0.052
Si  0.0373  -0.0473  0.0009
Si  -0.0593  0.0438  -0.0117
Si  0.0943  0.1266  0.0896
Si  -0.0497  -0.0216  -0.0942
Si  -0.0862  -0.1376  0.1434
Si  0.0535  0.0906  -0.0637
Si  -0.053  -0.0181  -0.0284
Si  0.0261  0.017  0.038
Si  -0.0492  0.0164  -0.0704
Si  0.013  -0.0669  0.0962
Si  -0.0071  0.009  -0.1078
Si  -0.0025  -0.0069  0.0756
Si  0.0247  0.0308  -0.0302
Si  0.0015  -0.0199  0.0063
Si  0.024  0.0191  0.0154
Si  0.0008  0.0238  -0.0493
Si  0.016  0.0167  0.0706
Si  -0.0226  -0.0181  -0.0428
Si  -0.0012  0.0421  -0.0344
Si  -0.0028  -0.0121  0.0617
Si  0.0171  -0.0242  -0.0085
Si  -0.0117  -0.0109  0.041
Si  -0.0043  -0.0005  0.0496
Si  -0.0121  -0.0091  -0.0267
Si  0.0045  -0.0014  0.0267
Si  0.0068  -0.0108  -0.0001
Si  -0.0136  0.0205  -0.2677
Si  0.0332  0.0037  -0.2253
Si  -0.0037  -0.0245  -0.2224
Si  -0.0266  0.0423  -0.2106
Si  0.0308  -0.0267  -0.2329
Si  -0.0245  0.0283  -0.2155
Si  -0.0399  0.0135  -0.1885
Si  0.0148  -0.0214  -0.306
O  0.0076  0.0066  0.1246
O  0.0288  -0.0211  0.1195
O  -0.0001  -0.0012  -0.22
O  0.0001  0.0073  -0.1769
O  0.0043  -0.0173  0.1143
O  -0.0001  -0.016  0.1212
O  -0.0637  0.0696  -0.1513
O  0.047  -0.0678  -0.1573
O  -0.0883  0.0744  0.2329
O  -0.0698  0.0993  0.2484
O  0.076  -0.0613  0.2121
O  0.0559  -0.0734  0.221
O  0.07  -0.0913  0.2281
O  0.0899  -0.0319  0.3222
O  -0.0299  0.0103  0.3989
O  -0.1073  0.0844  0.2616
O  -0.135  0.1041  -0.319
O  -0.1276  0.1381  -0.3242
O  -0.0987  0.1284  -0.3028
O  0.0948  -0.1273  -0.3073
O  0.1282  -0.1082  -0.2964
O  -0.1039  0.1027  -0.3114
O  0.1502  -0.1136  -0.3328
O  0.0993  -0.1403  -0.3169
Si  0.0014  0.0328  0.5715
Si  -0.0107  -0.0003  -0.1095
Si  0.028  0.0154  -0.0607
Si  -0.0152  -0.0823  0.5337
Si  -0.034  0.0616  -0.2303
Si  0.0044  0.0019  0.0157
Si  0.0003  0.0031  -0.1527
Si  -0.0656  0.0999  0.4756
Si  -0.0315  -0.0204  -0.3771
Si  -0.0293  -0.0402  0.1456
Si  -0.0369  -0.0022  0.0866
Si  -0.0149  0.0191  0.2865
Si  -0.0336  -0.0421  -0.3651
Si  0.0852  -0.11  0.3658
Si  -0.036  0.0631  -0.3846
Si  0.0449  0.036  0.1732
Si  -0.0299  0.0302  -0.17
Si  -0.0166  -0.0078  0.4968
Si  0.0535  -0.0209  -0.3822
Si  -0.0405  0.0141  0.0859
Si  0.0017  0.0061  0.0308
Si  0.0178  -0.0215  -0.0776
Si  -0.0259  0.0478  0.154
Si  0.047  0.017  -0.405
Si  -0.026  0.0396  -0.2254
Si  0.0415  -0.0139  0.1113
Si  -0.0522  0.0287  0.4024
Si  0.0192  -0.0514  -0.1997
Si  0.006  0.0366  -0.189
Si  0.0217  0.0092  0.1018
Si  0.0048  0.0405  -0.037
Si  -0.02  0.0189  -0.0319
Si  0.0481  -0.0503  -0.2292
Si  -0.0039  0.0018  -0.0822
Si  -0.0327  0.0066  -0.0061
Si  -0.0083  0.0172  0.5404
Si  0.0102  -0.0197  0.1951
O  -0.0239  -0.0898  0.1277
O  0.0008  -0.0051  -0.0772
O  -0.0233  -0.021  0.0843
O  0.0156  -0.0051  0.0808
O  0.0245  0.0162  -0.0419
O  0.0398  -0.0046  0.0676
O  -0.0038  0.0163  -0.0634
O  -0.0524  -0.0131  -0.1023
O  0.0232  0.0055  -0.1249
O  0.0077  -0.001  -0.0691
O  0.0147  -0.0101  0.0704
O  0.0697  -0.0736  -0.1047
O  0.016  0.0349  0.0661
O  -0.0315  0.0387  -0.1069
O  0.0005  -0.0103  0.0083
O  -0.036  0.0274  -0.2674
O  -0.0294  0.0007  -0.0393
O  -0.0103  -0.0009  -0.0478
O  0  -0.0008  0.0143
O  -0.0103  -0.0139  -0.1645
O  0.0073  -0.0028  0.0051
O  0.0457  0.0244  -0.1224
O  -0.103  -0.0364  -0.1327
O  0.0155  0.008  0.0708
O  0.0215  0.0247  -0.1604
O  0.0099  -0.0081  -0.0233
O  0.0681  -0.0903  -0.174
O  -0.0038  -0.006  -0.0422
O  -0.0299  0.0063  0.0704
O  0.0155  0.0008  -0.0535
O  0.0079  -0.0301  0.1236
O  -0.0065  -0.006  -0.0625
O  0.0144  -0.0044  0.0629
O  -0.0015  0.004  0.1304
O  -0.0323  0.0057  0.0946
O  -0.008  -0.0166  -0.0693
O  -0.0008  0.0194  0.076
O  -0.0059  -0.008  0.02
O  -0.0005  -0.0307  0.0754
O  0.0076  -0.0027  0.0069
O  -0.0497  0.0804  0.2439
O  -0.0372  0.1116  0.1514
O  -0.0006  -0.0247  0.1045
O  0.0059  0.0087  -0.0154
O  0.0123  0.0013  -0.0146
O  -0.0085  -0.0074  0.0169
O  0.033  -0.0177  0.0922
O  -0.0064  -0.0106  -0.0176
O  -0.0291  0.0186  0.0794
O  0.0382  0.082  -0.1308
O  0.1333  0.0603  -0.2838
O  0.0469  -0.0207  0.2413
O  0.0198  -0.0044  -0.0283
O  -0.0042  -0.0063  0.0173
O  0.0963  -0.0148  0.1349
O  -0.0768  -0.1421  -0.2751
O  -0.0099  -0.0316  0.0615
O  -0.017  0.0195  0.0644
O  -0.0115  0.0074  -0.0467
O  -0.0089  0.0136  0.0151
O  -0.0069  0.1693  -0.3719
O  0.0133  -0.0226  -0.0741
O  -0.0391  -0.0942  -0.4117
O  0.0384  -0.0657  0.2288
O  -0.0398  -0.0214  0.139
O  0.0088  0.0102  0.0218

The program warned: the cutoff lies below the one the program advises for these potential files; the exchange-correlation potential is rough where the density is thin.
